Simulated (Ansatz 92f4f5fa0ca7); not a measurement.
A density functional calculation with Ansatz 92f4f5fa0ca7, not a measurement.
Periodic cell of 260 atoms, Si140O88H32, with a vacuum gap, from a study of silicon, its oxide and their interface. The atomic structure is a simulated model.

Settings
functional: r2SCAN
potential files: Ansatz PAW
basis: plane waves
wave-function cutoff: 800 eV
density cutoff ratio: 5
exchange-correlation grid ratio: 1
k mesh: 1 x 1 x 1, shifted by 0.5 0.5 0 of a step
self-consistency stop: 1e-11 eV per atom in the density residual
occupations: fixed
spin: none
net charge: 0
applied field: sawtooth along c, amplitude -0.015 V/angstrom in the program's sign convention, ramp centred at 0.9892 of c and 0.0217 of c wide, no dipole correction

Cell vectors (angstrom)
a	10.888	0	0
b	0	10.888	0
c	0	0	46.157

Atoms: element, x, y, z (angstrom)
Si	-0.2487	0.3041	31.1034
Si	3.0063	2.4746	31.1231
Si	-0.2565	5.5848	31.0185
Si	2.9149	7.8459	31.0447
Si	5.0852	0.1159	31.1579
Si	8.3893	2.5244	31.2357
Si	5.1359	5.6262	31.2841
Si	8.5248	7.9096	31.1793
Si	1.3658	1.3822	32.432
Si	4.0424	4.0328	32.5657
Si	1.3332	6.7233	32.3714
Si	3.9451	9.4744	32.4666
Si	6.7422	1.3083	32.3856
Si	9.5532	4.0815	32.5015
Si	6.8228	6.8124	32.4167
Si	9.646	9.4987	32.4519
Si	0.0519	2.7494	33.8341
Si	2.6378	-0.0367	33.829
Si	0.0811	8.1418	33.812
Si	2.6453	5.3988	33.8369
Si	5.4702	2.6863	33.8354
Si	8.1593	-0.0424	33.7447
Si	5.4463	8.1855	33.7723
Si	8.1401	5.4306	33.8129
Si	1.3437	4.0793	35.2428
Si	4.0611	1.3291	35.1444
Si	1.3579	9.5014	35.224
Si	4.0829	6.7904	35.1153
Si	6.815	4.0626	35.1855
Si	9.5254	1.3479	35.1086
Si	6.8021	9.5266	35.1488
Si	9.5271	6.8074	35.1357
Si	-0.0254	-0.0023	36.5177
Si	2.7303	2.702	36.5332
Si	-0.0255	5.4566	36.5395
Si	2.7608	8.1536	36.5238
Si	5.4406	-0.0039	36.5077
Si	8.1942	2.7102	36.5115
Si	5.4363	5.4405	36.5056
Si	8.164	8.1649	36.504
Si	1.3526	1.3534	37.8816
Si	4.0848	4.0822	37.8693
Si	1.3708	6.8098	37.863
Si	4.1025	9.5243	37.8855
Si	6.8051	1.3661	37.851
Si	9.5246	4.0827	37.8931
Si	6.8038	6.8052	37.8695
Si	9.5106	9.5324	37.8721
Si	0.0082	2.7312	39.2456
Si	2.7307	0.0014	39.233
Si	0.0127	8.177	39.2056
Si	2.7255	5.45	39.2182
Si	5.4596	2.7355	39.2107
Si	8.1558	0.0157	39.2174
Si	5.4609	8.1761	39.2456
Si	8.1674	5.4527	39.2399
Si	1.3713	4.1106	6.9381
Si	4.1028	1.384	6.918
Si	1.3622	9.5238	6.9246
Si	4.082	6.8079	6.9285
Si	6.8005	4.0902	6.9337
Si	9.5078	1.374	6.9297
Si	6.8221	9.5541	6.9436
Si	9.5513	6.8286	6.9238
Si	-0.022	-0.0095	8.2569
Si	2.752	2.7569	8.2704
Si	0.0176	5.4802	8.3029
Si	2.7213	8.166	8.2894
Si	5.4691	0.0462	8.2932
Si	8.1595	2.7445	8.3022
Si	5.4542	5.4631	8.2852
Si	8.2065	8.2015	8.2828
Si	1.3461	1.3761	9.5365
Si	4.103	4.1159	9.6605
Si	1.3654	6.8355	9.699
Si	4.1066	9.5424	9.5938
Si	6.8196	1.3963	9.7015
Si	9.5146	4.132	9.6346
Si	6.8451	6.8328	9.602
Si	9.5399	9.5485	9.6915
Si	0	2.7205	10.8939
Si	2.6924	0.0181	10.8629
Si	-0.0043	8.1913	11.0851
Si	2.7567	5.4743	11.0335
Si	5.4633	2.7894	11.051
Si	8.1885	0.0278	11.0671
Si	5.5136	8.2106	10.9317
Si	8.1776	5.5156	11.0165
Si	1.3413	4.0515	12.2645
Si	4.015	1.3658	12.2256
Si	1.3929	9.6082	12.3362
Si	4.1804	6.8738	12.3076
Si	6.8199	4.1894	12.4227
Si	9.5714	1.4254	12.3624
Si	6.825	9.5334	12.403
Si	9.5047	6.8547	12.4804
Si	0.2689	0.2954	13.6834
Si	2.4724	2.4838	13.5845
Si	-0.197	5.1635	13.6129
Si	3.0418	8.4748	13.5509
Si	5.1571	-0.1685	13.5366
Si	8.437	3.0251	13.6613
Si	5.6984	5.8077	13.7623
Si	7.9376	8.0264	13.8689
Si	3.7015	-15.2523	26.3629
Si	2.1546	-2.3761	28.0167
Si	17.5427	1.0055	18.5611
Si	2.4546	22.1283	21.6383
Si	-4.2081	-1.6948	29.0922
Si	1.9828	5.743	20.775
Si	-6.6342	14.8115	15.8212
Si	14.095	11.1566	26.9721
Si	-19.7343	1.4322	24.4
Si	-15.745	-3.0871	25.1094
Si	10.9754	3.9516	19.4782
Si	12.0337	3.7108	28.8776
Si	6.3324	6.42	27.5568
Si	-16.4314	24.1687	26.975
Si	26.2012	4.5497	21.4167
Si	2.7136	-6.982	26.1676
Si	-14.193	-11.7569	26.4409
Si	29.3449	-2.992	22.5663
Si	6.2931	24.3633	22.2227
Si	10.0828	9.6908	19.079
Si	-11.8198	9.2806	15.8989
Si	-14.2877	23.6293	24.8975
Si	-4.1477	-6.8858	29.1052
Si	-3.5531	19.9552	19.9733
Si	6.4787	12.6192	15.7338
Si	2.2367	5.2044	17.8751
Si	20.9551	41.9619	23.5605
Si	23.0363	6.9906	15.6411
Si	-0.3451	9.6229	26.5295
Si	12.1401	-2.1237	21.1763
Si	-6.3823	1.8903	20.0992
Si	-22.0267	12.1935	20.6706
Si	-11.8905	23.1955	23.4485
Si	6.6295	6.3113	20.3533
Si	22.3688	0.9334	28.3
Si	18.7437	3.6656	19.8776
O	5.5715	9.9793	29.9652
O	-15.7358	-8.1436	28.3799
O	-2.0203	8.2016	23.4863
O	0.3532	4.9124	29.6389
O	-9.0409	6.5303	17.0552
O	-27.9523	0.8856	26.9734
O	0.4736	12.2637	24.0756
O	2.3869	14.1479	29.8283
O	4.3257	3.4991	20.1566
O	4.0874	3.3435	26.7626
O	13.4919	9.6314	21.5145
O	17.7649	17.6859	26.0764
O	4.0855	6.7432	30.6822
O	41.6427	9.2128	26.6353
O	9.5283	6.7388	30.5834
O	7.7628	13.2531	14.9911
O	7.0155	0.8905	17.0011
O	10.8944	-1.5754	24.9689
O	-1.0956	1.9499	21.9035
O	-16.1209	4.6953	30.0625
O	-7.7353	11.9904	20.4113
O	-4.077	17.7894	14.3152
O	14.9893	-1.2894	14.1101
O	0.5844	-1.7761	19.7119
O	0.1358	13.3363	28.6491
O	18.1196	-1.7179	21.5994
O	13.6171	5.6982	19.3319
O	7.6985	6.6122	21.5649
O	4.912	5.2019	15.0657
O	13.3496	7.6967	14.8499
O	-2.3367	8.7591	15.2264
O	1.3827	1.4009	14.1751
O	-3.9815	10.458	19.2747
O	3.0135	16.2342	25.5056
O	-14.5401	16.0958	28.1302
O	-8.6301	-7.9673	24.9797
O	0.3685	-0.0139	29.608
O	20.7301	0.3033	19.6823
O	-4.4059	-1.6015	25.5262
O	24.3348	33.0132	25.4866
O	17.9749	5.0403	19.4523
O	-12.3696	1.3319	30.7783
O	-14.2832	3.3735	21.4441
O	0.6817	5.6876	14.8852
O	0.4849	2.4259	19.7958
O	-16.9641	5.9065	27.3739
O	16.4956	12.396	21.2292
O	-11.2818	21.4195	15.0271
O	-1.5125	-6.8834	19.4795
O	9.3811	10.7605	23.392
O	-6.4417	7.5789	25.3829
O	-1.3175	-6.7879	14.1793
O	-9.1626	7.2429	21.2144
O	2.2703	-2.5177	29.6269
O	26.984	-4.9921	20.9978
O	22.6459	11.3671	21.4436
O	41.6229	13.2493	24.4077
O	40.1369	13.1849	19.1082
O	-5.4319	13.7923	16.1922
O	7.9861	-18.3809	29.912
O	22.3603	4.9465	20.6528
O	-4.389	7.7238	19.5344
O	21.9496	19.8244	22.3614
O	-21.9531	22.0716	27.0119
O	-5.6984	-7.1531	22.6012
O	7.8279	11.4178	25.7268
O	-4.6634	-14.0206	28.4854
O	-12.8968	8.754	19.5956
O	0.8657	4.3387	18.1055
O	2.8585	22.8434	23.0359
O	6.6999	-9.1785	23.496
O	-9.2121	4.1198	27.4012
O	15.9624	34.0303	18.6917
O	-10.254	-2.074	27.5318
O	-15.2857	13.5821	25.853
O	20.8457	9.7333	17.4595
O	3.2021	3.1822	14.8534
O	13.8256	4.992	21.8485
O	7.0257	10.2411	27.9279
O	-13.78	-2.0311	29.9585
O	-8.7049	-9.8311	27.9576
O	24.3268	7.1524	27.2779
O	-16.0445	11.5551	14.798
O	14.3137	4.3959	17.1308
O	3.2145	9.6313	27.4909
O	4.0682	12.1935	30.6065
O	6.3369	7.5689	23.557
O	-10.8215	8.0339	15.8078
H	0.8251	3.5579	40.1781
H	-0.8229	1.9188	40.1781
H	3.5493	0.8263	40.1654
H	1.908	-0.8195	40.1654
H	0.8354	8.998	40.1381
H	-0.8094	7.3555	40.1381
H	1.8992	4.6327	40.1506
H	3.5469	6.2722	40.1506
H	6.2771	3.5615	40.1431
H	4.6362	1.9153	40.1431
H	7.3388	-0.811	40.1498
H	8.9757	0.8394	40.1498
H	6.2777	9.0029	40.1781
H	4.6359	7.3575	40.1781
H	7.3442	4.6322	40.1723
H	8.9915	6.2721	40.1723
H	2.1976	4.9279	6.0057
H	0.5544	3.284	6.0057
H	4.9262	2.2042	5.9856
H	3.2842	0.5591	5.9856
H	2.1848	10.3447	5.9921
H	0.5396	8.7028	5.9921
H	4.907	7.6265	5.996
H	3.2607	5.9857	5.996
H	7.6236	4.9107	6.0013
H	5.9829	3.2642	6.0013
H	10.3389	2.1864	5.9973
H	8.6879	0.5503	5.9973
H	6.0054	8.7273	6.0111
H	7.639	10.3808	6.0111
H	10.3734	7.6501	5.9914
H	8.7271	6.0092	5.9914

Results
free energy: -140244.187 eV
free energy less fixed offsets of H -15.71, O -570.45, Si -639.56 eV per atom: -3.467 eV

Forces (eV/angstrom), in the order of the atoms: element, x, y, z
Si	0.0021	0.0001	-0.0193
Si	-0.0029	0.0041	-0.0144
Si	0.0031	-0.0026	-0.013
Si	-0.0055	0.0016	-0.0187
Si	0.0047	-0.0059	-0.0119
Si	-0.0025	0.004	-0.0123
Si	0.0053	-0.0059	-0.0148
Si	-0.0043	0.0072	-0.0118
Si	0	0.0011	0.0039
Si	-0.0003	0.0004	-0.0042
Si	0.0012	0.0015	-0.0022
Si	0.0018	0.0028	-0.0012
Si	0.0006	0.0005	-0.0067
Si	-0.0017	-0.0016	-0.0038
Si	-0.002	-0.0015	-0.0025
Si	-0.001	-0.0025	0.0016
Si	-0.0019	0.0034	-0.013
Si	0.0004	-0.004	-0.0125
Si	0.0014	0.0017	-0.0165
Si	-0.0008	-0.0034	-0.0122
Si	0.0034	0.0028	-0.0117
Si	-0.0032	-0.0013	-0.0108
Si	0.002	0.0048	-0.0092
Si	0	-0.0042	-0.016
Si	0.0029	-0.0001	0.0057
Si	-0.0022	0.0039	0.0127
Si	-0.0027	-0.0005	0.0036
Si	-0.0021	-0.0022	0.0077
Si	-0.0022	0.0007	-0.0011
Si	0.0025	-0.0013	0.0063
Si	0.0004	-0.0026	0.0035
Si	-0.0014	-0.0014	0.0087
Si	0.0018	0.0009	0.0153
Si	-0.0033	0.005	0.0196
Si	-0.0011	0.0017	0.0201
Si	-0.0003	0.0057	0.0166
Si	0.0109	-0.0117	0.0165
Si	-0.0019	0.011	0.0152
Si	0.0091	-0.0064	0.0163
Si	0.0027	0.0046	0.0152
Si	-0.0058	-0.0093	0.1848
Si	0.005	0.0074	0.1729
Si	-0.005	-0.0057	0.1781
Si	-0.0084	0.0013	0.1867
Si	0.0003	0.0055	0.1758
Si	-0.0058	-0.0066	0.1844
Si	-0.0045	-0.0004	0.1805
Si	-0.0114	-0.0134	0.1685
Si	-0.0237	-0.0218	0.2727
Si	-0.0364	-0.0328	0.2607
Si	-0.0488	0.0263	0.3273
Si	-0.0245	-0.0328	0.314
Si	-0.0247	-0.0171	0.317
Si	0.0022	-0.0723	0.3221
Si	-0.0031	-0.0543	0.2575
Si	-0.0599	-0.0485	0.2577
Si	0.0529	0.0553	-0.3002
Si	0.0574	0.0642	-0.306
Si	-0.0328	-0.0047	-0.3269
Si	-0.0023	0.0013	-0.3
Si	0.0023	0.0081	-0.3145
Si	0.0035	-0.0202	-0.2999
Si	0.0749	0.063	-0.2902
Si	0.0496	0.0847	-0.2764
Si	0.0038	0.0036	-0.184
Si	-0.0045	-0.0017	-0.1789
Si	0.0032	-0.0041	-0.1797
Si	0.0115	0.0126	-0.1821
Si	0.0109	0.0061	-0.1806
Si	0.0072	0.008	-0.1814
Si	0.0219	0.0203	-0.1788
Si	-0.0118	-0.0113	-0.1821
Si	0.0016	0.0019	-0.0029
Si	-0.0041	-0.0041	-0.0246
Si	-0.0009	-0.0012	-0.0279
Si	-0.0023	-0.002	-0.0187
Si	-0.006	-0.0025	-0.0269
Si	0.0005	-0.0012	-0.0141
Si	-0.0075	0.0008	-0.0156
Si	-0.0008	0.0045	-0.0281
Si	0.0071	-0.002	-0.0061
Si	-0.0009	0.0081	-0.0047
Si	0.0007	0.0048	-0.0123
Si	0.0031	-0.0003	-0.0131
Si	-0.0011	0.0023	-0.014
Si	0.0018	-0.0019	-0.0127
Si	0.0011	-0.0036	-0.0046
Si	-0.0059	0.001	-0.0046
Si	-0.0056	-0.0062	0.0135
Si	-0.0072	-0.0058	0.0158
Si	0.0052	0.0048	0.0197
Si	0.0042	0.0076	0.0123
Si	0.0046	0.0052	0.0182
Si	0.0049	0.0046	0.0138
Si	-0.0068	-0.0024	0.0131
Si	-0.0034	-0.0064	0.0096
Si	0.0033	0.004	-0.0265
Si	-0.0019	-0.0026	-0.0272
Si	-0.0018	-0.0006	-0.0273
Si	0.0005	0.0006	-0.0188
Si	-0.0008	-0.0011	-0.025
Si	0.001	0.0023	-0.0225
Si	0.0023	0.0028	-0.027
Si	-0.0064	-0.0039	-0.0294
Si	0.0045	0.0001	-0.0321
Si	-0.004	0.0032	-0.0321
Si	0.0041	-0.0027	-0.0556
Si	-0.0031	-0.0033	-0.0432
Si	0	-0.0013	-0.0467
Si	-0.0026	-0.0035	-0.0391
Si	0.0039	-0.0003	-0.0502
Si	0.0004	0.0028	-0.0457
Si	-0.0055	-0.0051	-0.0552
Si	0.0052	0.0007	-0.0531
Si	0.0061	0.0045	-0.0375
Si	0.0017	-0.0059	-0.044
Si	-0.0036	0.0022	-0.0462
Si	0.0014	-0.0002	-0.0456
Si	-0.0054	0.0008	-0.0334
Si	0.0035	-0.0064	-0.0446
Si	0.0019	0.0048	-0.0438
Si	0.003	0.0009	-0.0536
Si	-0.0035	0.0086	-0.0465
Si	-0.0044	-0.0022	-0.0266
Si	0.0017	-0.0017	-0.0547
Si	0.0054	0.0042	-0.0551
Si	-0.0064	-0.0036	-0.045
Si	0.0029	0.0072	-0.0678
Si	-0.0013	0.0044	-0.056
Si	0.0078	0.0064	-0.0563
Si	-0.002	-0.0045	-0.0487
Si	0.0039	0.0052	-0.0471
Si	-0.0068	-0.0036	-0.0542
Si	0.0023	-0.0067	-0.0448
Si	0.0048	-0.0062	-0.0369
Si	0.0011	0.0005	-0.042
Si	-0.0029	0.0035	-0.0482
Si	-0.0023	-0.0016	-0.0382
Si	0.0033	-0.0021	-0.0468
Si	0.0044	-0.0053	-0.0401
O	-0.007	0.012	0.0284
O	0.0096	0.0099	0.0286
O	0.0041	0.0038	0.014
O	-0.0078	0.0111	0.0363
O	0.0004	-0.0099	0.0218
O	-0.0014	-0.0005	0.0167
O	0.0094	0.0004	0.0185
O	0.0101	-0.0073	0.0233
O	0.0019	-0.0001	0.0199
O	0.004	-0.0007	0.0079
O	0.0011	0.0048	0.0126
O	-0.0008	-0.0066	0.0233
O	-0.0005	0.0004	0.0071
O	-0.0016	-0.0013	0.0164
O	0	-0.0004	0.0204
O	-0.0089	-0.0064	0.0279
O	0.0013	-0.0066	0.0418
O	0.0044	0.0024	0.04
O	-0.0035	-0.0029	0.0333
O	-0.0094	0.0099	0.0327
O	-0.0046	-0.0046	0.0216
O	0.0012	0.0009	0.0062
O	-0.0014	0.0007	0.0074
O	0.0083	-0.0033	0.0239
O	-0.0009	0.0052	0.0215
O	0.0004	-0.0065	0.0164
O	-0.0009	0.0017	0.0319
O	0.0029	0.0089	0.026
O	-0.0078	-0.009	0.0183
O	-0.0146	-0.0068	0.0236
O	0.009	0.0074	0.0179
O	-0.0006	0.0007	0.0052
O	0.001	-0.0107	0.0148
O	-0.0007	0.0018	0.0132
O	0.0023	-0.0084	0.0208
O	0.0048	0.0139	0.0283
O	-0.0068	-0.0036	0.0421
O	0.0064	0.0111	0.0257
O	0.0028	0.0051	0.0181
O	0.009	-0.0074	0.0339
O	0.0008	0.0013	0.0254
O	-0.001	-0.0015	0.0076
O	-0.0078	-0.0056	0.0279
O	0.0055	0.0089	0.0243
O	-0.0042	-0.0062	0.0125
O	0.0064	-0.0019	0.0227
O	0.0049	0.0028	0.0222
O	-0.0093	-0.0124	0.0217
O	-0.0046	-0.0037	0.001
O	-0.0006	-0.0029	0.0113
O	-0.0091	-0.0054	0.0164
O	0.0002	0.0017	0.0046
O	-0.0014	0.0057	0.0138
O	0.0075	-0.0066	0.0499
O	-0.002	-0.0025	0.0113
O	0.0034	-0.0021	0.0189
O	-0.0086	0	0.018
O	0.0004	0.0114	0.0307
O	-0.0004	-0.0005	0.0076
O	0.0088	-0.0077	0.0199
O	0.0009	0.0025	0.0147
O	0.0012	-0.0043	0.014
O	-0.0145	0.0026	0.0289
O	0.0061	0.0098	0.0215
O	0.0028	-0.0049	0.0262
O	-0.0022	-0.0122	0.0215
O	0.0021	0.0109	0.0219
O	-0.0065	-0.0018	0.0289
O	-0.0104	-0.006	0.0232
O	-0.0031	0.0063	0.0334
O	0.0092	-0.0067	0.0324
O	-0.0122	-0.0022	0.0337
O	-0.007	0.0027	0.0247
O	0.0099	-0.0038	0.0196
O	-0.0142	0.0022	0.034
O	0.0034	0.0029	0.0585
O	0.0095	0.0079	0.0215
O	0.0033	-0.0026	0.0197
O	-0.0075	-0.0062	0.0334
O	0.0096	-0.0083	0.0322
O	-0.0102	0.0019	0.0222
O	-0.0073	0.0083	0.0222
O	0.0081	0.0116	0.0275
O	-0.0142	0.0078	0.0263
O	-0.003	-0.007	0.0169
O	-0.0011	0.0013	0.0132
O	-0.0124	0.0012	0.0306
O	0.0005	0.007	0.0079
H	-0.287	-0.3233	-0.2646
H	0.3059	0.2775	-0.2486
H	-0.2852	-0.2712	-0.2706
H	0.3364	0.2976	-0.2405
H	-0.3282	-0.2955	-0.2667
H	0.3067	0.2759	-0.2609
H	0.3218	0.3047	-0.2595
H	-0.2783	-0.2848	-0.2793
H	-0.2912	-0.3328	-0.2721
H	0.2964	0.2744	-0.2594
H	0.3007	0.3448	-0.2525
H	-0.2857	-0.2816	-0.2809
H	-0.2852	-0.3427	-0.2617
H	0.2949	0.2748	-0.2543
H	0.3	0.3394	-0.236
H	-0.2858	-0.2746	-0.2727
H	-0.3757	-0.2947	0.2438
H	0.2418	0.2652	0.2987
H	-0.3366	-0.3434	0.2395
H	0.2571	0.2474	0.304
H	-0.2617	-0.2522	0.2907
H	0.3782	0.31	0.2467
H	-0.2901	-0.2306	0.277
H	0.3519	0.3054	0.2586
H	-0.2469	-0.272	0.2811
H	0.3205	0.3459	0.2664
H	-0.2609	-0.2511	0.284
H	0.2795	0.4034	0.2466
H	0.2349	0.2683	0.3055
H	-0.3387	-0.3571	0.237
H	-0.3292	-0.3642	0.2436
H	0.2521	0.2464	0.3048

The program warned: the cutoff lies below the one the program advises for these potential files; the forces do not sum to zero within the program's tolerance; empty levels may hold ghost states of the PAW files; the exchange-correlation potential is rough where the density is thin.
